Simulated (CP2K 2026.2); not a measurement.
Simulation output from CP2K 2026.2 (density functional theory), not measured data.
Periodic cell of 504 atoms, Si360O144, from a study of silicon, its oxide and their interface. The atomic structure is a simulated model.
Doubt: the forces sum to 1.14 eV/angstrom along one axis rather than to zero, so they err by at least 0.0023 eV/angstrom per atom on average; the grid cutoff is modest.

Settings
functional: PBE
method: Gaussian and plane waves
basis set: DZVP-MOLOPT-SR-GTH
pseudopotentials: GTH-PBE
grid cutoff: 350 Ry, relative cutoff 50 Ry
k points: Gamma only
occupations: fixed
spin: none
net charge: 0

Cell vectors (angstrom)
a	16.32	0	0
b	0	16.32	0
c	6.1523	3.5037	33.6476

Atoms and the computed forces on them: element, x, y, z (angstrom), force x, y, z (eV/angstrom)
Si	1.577	14.884	0.137	-0.215	0.098	0.72
Si	10.627	4.57	33.618	-0.289	0.198	0.713
Si	1.126	4.269	0.144	0.219	-0.13	0.684
Si	4.385	6.493	0.006	-0.221	0.141	0.712
Si	1.093	9.764	0.238	0.068	-0.024	0.698
Si	9.844	16.059	33.575	0.272	-0.282	0.759
Si	6.595	15.055	0.125	0.179	-0.15	0.749
Si	9.633	1.145	0.163	-0.098	0.249	0.739
Si	6.579	4.22	0.04	0.296	-0.14	0.707
Si	9.299	7.06	0.145	0.049	-0.148	0.711
Si	7.049	9.167	0.258	0.021	0.088	0.679
Si	9.728	11.985	0.118	-0.167	0.143	0.796
Si	11.862	15.263	0.038	0.233	-0.158	0.746
Si	14.733	1.666	0.023	0.1	-0.27	0.784
Si	12.517	3.878	0.037	-0.226	0.136	0.814
Si	15.346	6.615	0.068	-0.296	0.131	0.723
Si	18.117	13.288	33.626	0.229	-0.172	0.723
Si	21.403	15.547	33.476	-0.25	0.213	0.677
Si	2.813	16.393	1.365	0.033	-0.014	-0.045
Si	5.468	2.668	1.377	-0.004	0.011	-0.059
Si	2.757	5.431	1.35	0.012	0.002	-0.038
Si	5.436	8.034	1.453	-0.012	-0.01	-0.039
Si	2.716	10.952	1.37	0.022	0.04	-0.07
Si	5.355	13.528	1.342	-0.013	0.009	-0.052
Si	8.139	16.241	1.45	-0.022	0.004	-0.026
Si	10.887	2.747	1.343	0.019	-0.001	-0.052
Si	8.148	5.413	1.353	-0.026	0.008	-0.047
Si	10.887	8.224	1.39	-0.009	0.002	-0.06
Si	8.183	10.828	1.447	0.021	-0.001	-0.053
Si	10.859	13.609	1.378	0.001	-0.026	-0.048
Si	13.565	16.347	1.268	-0.015	0.015	-0.084
Si	16.282	2.73	1.43	-0.03	-0.005	-0.057
Si	13.654	5.491	1.306	0.008	-0.024	-0.064
Si	16.315	8.171	1.509	-0.003	-0.01	-0.03
Si	13.628	10.927	1.202	-0.001	0.002	-0.042
Si	16.286	13.626	1.279	0.017	-0.018	-0.046
Si	1.382	1.371	2.708	-0.002	-0.013	0.013
Si	4.069	4.027	2.721	-0.006	-0.004	0.016
Si	1.437	6.813	2.76	0.006	-0.013	0.021
Si	4.083	9.526	2.683	-0.02	-0.016	0.02
Si	1.326	12.294	2.721	-0.013	0.014	0.031
Si	4.088	14.962	2.746	-0.015	-0.008	0.031
Si	6.825	1.348	2.768	0.004	0.001	0.021
Si	9.534	4.089	2.704	-0.008	-0.002	0.018
Si	6.8	6.707	2.808	0.03	0.007	0.033
Si	9.554	9.523	2.822	-0.009	-0.013	0.046
Si	6.762	12.207	2.702	0.015	0.014	0.02
Si	9.501	14.904	2.787	-0.001	-0.005	0.029
Si	12.235	1.364	2.708	0.004	0.016	0.036
Si	14.952	4.13	2.759	-0.011	0.012	0.047
Si	12.259	6.818	2.675	-0.006	-0.014	0.004
Si	14.876	9.551	2.713	-0.013	0.039	0.014
Si	12.3	12.264	2.663	0	-0.022	0.022
Si	14.922	14.975	2.636	0.009	0.014	0.007
Si	16.316	16.307	4.021	-0.012	-0.007	-0.004
Si	2.705	2.714	4.103	0.017	0.018	0.007
Si	16.352	5.462	4.096	-0.004	0.002	-0.005
Si	2.752	8.191	4.101	0.008	-0.01	0.014
Si	16.293	10.894	4.056	0.019	-0.003	-0.013
Si	2.693	13.628	4.095	0.006	-0.008	-0.009
Si	5.452	16.31	4.11	-0.007	-0.016	-0.007
Si	8.191	2.723	4.09	-0.008	-0.003	-0.002
Si	5.427	5.365	4.125	-0.004	-0.002	-0.006
Si	8.165	8.128	4.12	-0.001	0.003	-0.019
Si	5.435	10.854	4.076	-0.009	0.002	0.007
Si	8.117	13.561	4.098	-0.006	-0.005	0.014
Si	10.883	16.313	4.08	0.012	0.005	-0.017
Si	13.589	2.731	4.08	-0.004	0.006	-0.013
Si	10.895	5.455	4.051	0.002	0.011	0.001
Si	13.568	8.175	4.084	0.007	0.012	0.008
Si	10.935	10.917	4.087	-0.01	0.016	-0.011
Si	13.615	13.62	4.055	-0.003	-0.01	0.008
Si	17.68	14.966	16.305	-0.008	0.01	-0.01
Si	4.078	17.697	16.336	0.007	0.004	-0.006
Si	17.684	4.078	16.325	0	0.012	-0.009
Si	4.093	6.806	16.305	-0.002	0.001	-0.01
Si	17.667	9.518	16.304	0.004	0.005	-0.005
Si	4.046	12.234	16.306	-0.001	0.002	-0.007
Si	6.784	14.976	16.311	0.005	0.007	-0.01
Si	9.502	17.711	16.314	0.005	0	-0.009
Si	6.823	4.093	16.33	0	-0.002	-0.002
Si	9.51	6.786	16.35	-0.013	-0.001	-0.003
Si	6.806	9.492	16.31	-0.004	0.005	-0.014
Si	9.536	12.224	16.307	-0.001	-0.004	-0.006
Si	12.272	14.949	16.302	0.008	-0.005	-0.011
Si	14.969	17.667	16.304	0	-0.011	-0.013
Si	12.215	4.105	16.319	-0.001	-0.007	-0.013
Si	14.95	6.81	16.346	-0.001	-0.005	-0.008
Si	12.258	9.511	16.329	0.004	-0.008	-0.009
Si	14.942	12.219	16.306	0.001	-0.007	-0.007
Si	19.038	16.317	17.684	0.003	-0.007	0.003
Si	5.447	2.758	17.68	-0.008	-0.001	0.018
Si	19.023	5.488	17.654	0.002	-0.016	-0.003
Si	5.467	8.128	17.689	-0.008	0.004	0.004
Si	19.047	10.833	17.673	-0.003	0.003	0.01
Si	5.382	13.629	17.64	-0.013	-0.01	-0.002
Si	8.137	16.353	17.66	-0.015	0.002	0.026
Si	10.827	2.782	17.681	-0.002	0.008	0
Si	8.154	5.437	17.751	0.003	0.007	0.002
Si	10.918	8.126	17.675	0.012	-0.002	0.011
Si	8.164	10.858	17.645	0.002	-0.005	0.016
Si	10.95	13.55	17.644	0.02	-0.008	-0.013
Si	13.615	16.317	17.672	0.016	0.003	0.017
Si	16.341	2.68	17.667	-0.004	0.007	-0.008
Si	13.587	5.432	17.692	-0.008	0.013	0.014
Si	16.289	8.212	17.694	0.006	-0.005	-0.004
Si	13.6	10.872	17.715	0.002	0.005	0.011
Si	16.301	13.596	17.624	-0.006	0.002	0.009
Si	17.682	17.647	19.063	-0.019	0	-0.018
Si	4.084	4.167	19.004	0.034	0.001	-0.032
Si	17.67	6.867	19.01	0.007	0.017	-0.026
Si	4.105	9.462	19.044	0.002	-0.007	-0.025
Si	17.649	12.216	18.952	-0.003	-0.005	-0.042
Si	4.071	14.984	19.071	0.017	-0.012	-0.011
Si	6.779	17.712	19.063	-0.003	0.016	-0.013
Si	9.502	4.101	19.157	0.014	-0.01	-0.002
Si	6.792	6.795	19.127	-0.001	-0.01	-0.005
Si	9.572	9.514	18.987	0.012	0.011	-0.03
Si	6.718	12.214	18.919	-0.01	-0.015	-0.027
Si	9.571	14.946	18.883	-0.009	0.026	-0.021
Si	12.227	17.738	18.949	0.008	0.001	-0.033
Si	14.971	4.038	18.987	0.007	-0.016	-0.031
Si	12.24	6.767	19.102	-0.01	0.01	-0.028
Si	14.931	9.53	19.121	0.001	-0.01	-0.005
Si	12.269	12.221	19.112	-0.011	0.019	-0.008
Si	14.966	14.925	19.032	-0.007	-0.005	-0.029
Si	16.363	16.228	20.422	0.016	-0.018	0.062
Si	19.062	2.763	20.308	0.019	0.003	0.049
Si	16.305	5.463	20.278	-0.006	0.005	0.042
Si	19.031	8.165	20.445	-0.013	0.011	0.044
Si	16.296	10.956	20.409	0.004	0.026	0.062
Si	19.016	13.533	20.312	-0.003	0.014	0.073
Si	5.411	16.359	20.458	-0.018	0.016	0.068
Si	8.098	2.76	20.501	-0.018	0.011	0.068
Si	5.354	5.508	20.51	-0.027	-0.019	0.057
Si	8.27	8.144	20.368	0.016	-0.015	0.055
Si	5.465	10.838	20.376	0.018	0.003	0.042
Si	8.155	13.576	20.118	0.007	-0.014	0.046
Si	10.872	16.351	20.234	0.012	-0.011	0.041
Si	13.606	2.695	20.356	0.004	-0.019	0.047
Si	10.9	5.419	20.551	0.01	0.016	0.066
Si	13.581	8.144	20.491	-0.024	-0.012	0.065
Si	10.888	10.841	20.437	0.021	-0.019	0.044
Si	13.615	13.606	20.478	0.008	0.003	0.046
Si	17.527	14.626	21.741	0.034	0.166	-0.717
Si	4.245	18.015	21.734	0.002	-0.214	-0.703
Si	17.87	4.323	21.55	-0.081	-0.121	-0.709
Si	20.043	6.591	21.903	0.308	0.276	-0.689
Si	17.9	9.819	21.651	-0.095	-0.124	-0.731
Si	20.167	11.982	21.624	0.146	0.072	-0.697
Si	7.139	15.136	21.485	-0.295	-0.029	-0.723
Si	9.32	17.407	21.612	0.103	0.317	-0.729
Si	6.454	3.909	21.809	0.223	0.069	-0.733
Si	9.758	7.045	21.845	-0.067	-0.212	-0.744
Si	7.149	9.741	21.612	-0.198	-0.087	-0.712
Si	9.217	12.07	21.526	0.231	0.003	-0.711
Si	12.379	15.256	21.621	-0.065	-0.275	-0.725
Si	14.697	17.356	21.597	0.124	0.103	-0.751
Si	12.552	4.243	21.783	-0.262	-0.162	-0.689
Si	14.77	6.51	21.697	0.098	0.221	-0.708
Si	11.99	9.262	21.833	0.11	0.163	-0.742
Si	15.22	12.503	21.842	-0.209	-0.102	-0.724
Si	19.523	16.074	23.771	-0.029	0.064	-0.12
Si	10.812	9.319	28.229	0.026	0.054	-0.017
Si	13.202	11.278	23.888	0.067	-0.022	-0.085
Si	6.401	7.11	28.43	0.031	-0.017	0.077
Si	7.946	3.392	29.305	-0.007	0.013	-0.042
Si	18.766	12.582	30.597	-0.119	0.082	0.2
Si	21.502	11.348	30.794	0.082	-0.006	0.155
Si	5.014	12.302	24.429	-0.028	-0.017	-0.132
Si	13.661	5.432	26.526	0.012	-0.062	-0.039
Si	6.789	16.975	28.599	-0.028	0.101	-0.028
Si	10.929	13.521	23.651	0.053	0.014	-0.079
Si	15.349	18.162	29.424	0.15	0.083	0.022
Si	16.762	8.666	31.662	-0.032	0.02	0.143
Si	9.628	18.75	24.295	-0.08	-0.121	-0.021
Si	9.494	10.259	30.726	0.075	-0.117	0.148
Si	6.031	3.467	31.559	0.09	-0.013	0.02
Si	9.854	14.847	30.66	-0.052	0.089	0.141
Si	16.186	13.839	27.575	-0.053	-0.036	-0.013
Si	17.434	9.143	24.586	0.099	-0.096	-0.105
Si	8.365	10.41	26.567	-0.004	0.033	-0.009
Si	10.025	5.107	30.548	0.09	-0.046	0.184
Si	19.073	3.244	26.538	-0.125	0.072	0.01
Si	20.233	5.781	27.326	-0.08	0.119	-0.031
Si	16.551	10.567	29.507	0.079	-0.007	0.023
Si	7.783	12.685	31.075	0.044	-0.03	0.049
Si	8.473	5.422	27.036	0.016	-0.067	-0.009
Si	20.23	7.819	24.878	-0.079	-0.154	-0.167
Si	14.989	18.164	24.514	-0.056	0.078	-0.1
Si	8.02	7.416	30.864	0.062	0.041	0.134
Si	8.346	5.13	23.884	-0.022	0.091	-0.04
Si	11.206	6.241	28.182	-0.034	-0.114	0.026
Si	20.863	17.175	30.772	0.121	-0.047	0.177
Si	5.877	10.067	28.227	0.045	0.072	0.136
Si	12.35	3.114	24.766	0.036	0.124	-0.137
Si	19.033	16.702	26.795	0.022	-0.044	-0.115
Si	13.94	16.607	31.603	-0.025	-0.044	0.234
Si	18.286	18.407	30.619	-0.104	0.161	0.091
Si	10.009	12.948	26.381	0.017	-0.004	-0.023
Si	6.438	9.503	24.473	-0.034	-0.031	-0.111
Si	16.936	11.227	26.682	-0.021	0.001	-0.035
Si	17.025	3.939	24.432	0.001	0.054	-0.047
Si	12.438	13.87	31.229	0.055	0.059	-0.027
Si	18.095	4.561	28.953	0.076	-0.07	-0.014
Si	15.103	4.841	29.172	0	0.091	-0.008
Si	6.117	14.868	24.226	0.043	0.111	0.061
Si	14.383	12.281	29.346	-0.078	0.001	-0.022
Si	15.949	16.705	26.903	-0.009	-0.036	0.021
Si	7.758	16.99	25.955	0.008	-0.016	0.052
Si	15.791	6.681	24.651	-0.067	-0.141	-0.105
Si	14.512	6.405	31.593	-0.06	0.01	0.099
Si	19.21	14.305	28.347	-0.05	-0.035	0.144
Si	8.998	15.364	28.018	0.056	0.059	-0.085
Si	19.945	11.837	26.963	0.056	0.062	-0.066
Si	12.641	11.24	26.916	-0.059	-0.013	-0.135
Si	1.334	14.976	5.442	0.006	0	0.006
Si	4.074	1.35	5.45	-0.011	-0.007	0.012
Si	1.36	4.083	5.458	-0.003	0.011	0.011
Si	4.093	6.795	5.447	-0.002	0.004	0.014
Si	1.347	9.536	5.426	-0.014	0.013	-0.003
Si	4.067	12.236	5.421	0.001	0.007	0.006
Si	6.799	14.947	5.463	0.007	0.011	0.015
Si	9.535	1.354	5.447	0.008	-0.003	0.005
Si	6.812	4.043	5.472	-0.002	0.003	0.014
Si	9.54	6.784	5.456	-0.003	-0.005	-0.001
Si	6.798	9.507	5.449	0.012	-0.007	0.008
Si	9.525	12.236	5.439	0.005	-0.009	0.009
Si	12.247	14.959	5.43	-0.006	0.002	0.018
Si	14.968	1.357	5.406	0.007	0	-0.003
Si	12.233	4.088	5.433	-0.004	0	0.012
Si	14.967	6.825	5.427	0.004	-0.009	0.007
Si	12.239	9.53	5.462	-0.008	-0.002	0.016
Si	14.962	12.258	5.432	-0.009	0.003	0.003
Si	2.706	16.321	6.806	-0.007	0.009	0.004
Si	5.439	2.696	6.821	0.01	-0.004	0.001
Si	2.721	5.447	6.808	-0.005	-0.002	0.001
Si	5.446	8.151	6.813	0.007	-0.007	0.001
Si	2.712	10.885	6.793	-0.004	-0.003	-0.002
Si	5.428	13.586	6.8	-0.006	0.001	0.001
Si	8.168	16.314	6.806	-0.003	-0.004	0.002
Si	10.886	2.723	6.804	-0.006	0.003	-0.001
Si	8.17	5.427	6.811	0.005	-0.001	-0.001
Si	10.881	8.162	6.814	-0.006	0.012	0.002
Si	8.168	10.871	6.799	0.005	-0.007	-0.004
Si	10.878	13.608	6.795	-0.007	0.003	-0.003
Si	13.61	16.322	6.785	0.004	-0.004	-0.007
Si	16.315	2.711	6.794	0.007	0.003	0
Si	13.607	5.448	6.782	-0.001	0.009	-0.002
Si	16.321	8.174	6.797	-0.002	0.003	0.002
Si	13.609	10.892	6.802	0.001	-0.006	0.004
Si	16.314	13.607	6.806	0.001	-0.003	0.002
Si	17.674	1.364	8.165	0.001	-0.003	-0.003
Si	4.081	4.08	8.163	0.005	0.009	-0.008
Si	17.675	6.807	8.16	0	-0.006	-0.003
Si	4.075	9.52	8.155	-0.001	-0.004	-0.011
Si	17.68	12.244	8.16	0	-0.001	0
Si	4.072	14.954	8.157	-0.001	-0.007	-0.005
Si	6.804	1.343	8.173	-0.005	-0.006	-0.002
Si	9.525	4.071	8.171	-0.003	-0.002	-0.002
Si	6.81	6.795	8.167	0.002	0.008	0.003
Si	9.518	9.517	8.169	-0.011	-0.007	0.007
Si	6.802	12.234	8.156	0	0.002	-0.012
Si	9.526	14.96	8.167	0.011	0.008	-0.002
Si	12.251	1.36	8.154	0.001	0.005	-0.004
Si	14.958	4.08	8.149	0.001	-0.001	-0.005
Si	12.251	6.799	8.158	-0.002	-0.004	-0.003
Si	14.965	9.528	8.161	0.006	0.008	0
Si	12.236	12.245	8.156	-0.01	-0.004	-0.009
Si	14.955	14.966	8.163	-0.001	0.006	-0.003
Si	16.315	16.325	9.523	0.008	-0.002	0
Si	2.716	2.723	9.522	-0.009	-0.003	-0.003
Si	16.317	5.439	9.514	0.002	0.001	-0.001
Si	2.719	8.161	9.519	-0.004	0.003	0.001
Si	16.324	10.882	9.521	0	-0.004	0
Si	2.72	13.599	9.522	0.004	0.009	-0.002
Si	5.438	16.306	9.524	0.003	0.001	-0.005
Si	8.162	2.711	9.525	-0.007	0.005	-0.001
Si	5.441	5.439	9.522	0.005	-0.008	-0.001
Si	8.161	8.159	9.528	0.005	-0.001	0.005
Si	5.44	10.877	9.517	0.003	-0.002	-0.001
Si	8.159	13.597	9.519	-0.001	0.001	0
Si	10.887	16.323	9.52	-0.007	-0.005	-0.001
Si	13.603	2.723	9.518	-0.001	0.004	-0.005
Si	10.889	5.438	9.518	-0.005	0	-0.003
Si	13.606	8.161	9.517	0	0.003	-0.003
Si	10.88	10.884	9.52	0.002	0.002	-0.002
Si	13.593	13.604	9.518	-0.004	0.001	-0.007
Si	17.681	14.964	10.875	-0.005	-0.005	-0.001
Si	4.079	1.358	10.874	0.007	-0.004	0
Si	17.677	4.083	10.881	0.004	0.006	-0.001
Si	4.079	6.801	10.881	-0.002	-0.001	-0.001
Si	17.682	9.519	10.88	0.005	0.002	0
Si	4.084	12.24	10.88	-0.008	0.002	-0.001
Si	6.802	14.953	10.886	-0.005	-0.001	0
Si	9.525	1.357	10.885	0.001	-0.003	-0.001
Si	6.8	4.077	10.876	0.003	-0.001	0
Si	9.527	6.798	10.875	-0.002	0.003	0.002
Si	6.798	9.52	10.884	0	-0.002	0.004
Si	9.517	12.239	10.884	-0.003	-0.002	0
Si	12.239	14.961	10.886	0	0.006	-0.001
Si	14.959	1.366	10.885	0	0	0
Si	12.244	4.079	10.882	0.002	-0.001	-0.001
Si	14.959	6.797	10.88	0.001	-0.004	0
Si	12.242	9.52	10.872	-0.007	0	0.002
Si	14.955	12.24	10.87	0.006	0.002	-0.001
Si	2.72	16.323	12.236	-0.006	-0.002	-0.004
Si	5.438	2.72	12.232	-0.004	0.002	0.001
Si	2.721	5.439	12.243	-0.008	-0.001	0.005
Si	5.438	8.161	12.243	0.002	0.001	0.008
Si	2.721	10.881	12.236	0.003	0.002	0.003
Si	5.443	13.596	12.248	0.006	0	0.005
Si	8.161	16.32	12.245	0	0.001	-0.001
Si	10.884	2.719	12.241	-0.006	0.001	0.001
Si	8.162	5.439	12.228	-0.001	-0.002	-0.005
Si	10.884	8.16	12.232	0.003	-0.001	0
Si	8.16	10.877	12.248	0.002	0.001	0
Si	10.874	13.602	12.244	-0.003	0.001	0.001
Si	13.598	16.324	12.245	-0.003	-0.005	0.005
Si	16.314	2.73	12.247	0.005	-0.002	0.001
Si	13.597	5.442	12.247	-0.002	-0.005	0.002
Si	16.325	8.152	12.237	0.001	0.006	0.004
Si	13.601	10.877	12.233	0.002	-0.001	-0.001
Si	16.317	13.601	12.22	0.005	0.002	-0.004
Si	17.685	17.69	13.593	0	-0.007	0.005
Si	4.087	4.079	13.599	0.009	-0.009	0.003
Si	17.677	6.791	13.606	0.012	-0.005	0.003
Si	4.078	9.524	13.6	-0.013	0.011	0.003
Si	17.668	12.242	13.581	-0.009	0.011	-0.005
Si	4.076	14.962	13.598	-0.005	0.008	0.009
Si	6.794	17.687	13.594	-0.001	0.001	0.003
Si	9.521	4.086	13.587	-0.003	0.004	0.001
Si	6.804	6.794	13.591	0.007	-0.008	0.003
Si	9.523	9.505	13.599	0	0	-0.002
Si	6.804	12.238	13.613	0.002	-0.009	0.004
Si	9.521	14.966	13.611	-0.007	0.001	0.001
Si	12.238	17.681	13.61	0.008	-0.007	0.007
Si	14.951	4.085	13.616	-0.007	0.011	0.005
Si	12.237	6.809	13.603	-0.011	0.006	0.002
Si	14.964	9.514	13.589	0.002	-0.004	0.005
Si	12.236	12.231	13.591	0.003	-0.002	0.005
Si	14.968	14.955	13.585	0.01	-0.006	-0.005
Si	16.327	16.321	14.939	-0.001	0.002	-0.001
Si	19.044	2.726	14.96	-0.003	0.001	0.001
Si	16.311	5.444	14.98	0.001	-0.004	0.002
Si	19.038	8.159	14.954	0.001	0.002	0
Si	16.316	10.88	14.944	0.006	-0.002	-0.005
Si	19.023	13.596	14.94	-0.008	-0.013	0
Si	5.428	16.335	14.956	0.003	-0.003	0.006
Si	8.156	2.737	14.943	0.005	-0.001	0.003
Si	5.453	5.438	14.959	0.002	0.001	-0.002
Si	8.166	8.138	14.959	0.002	0.002	-0.002
Si	5.44	10.876	14.97	-0.002	-0.002	0.003
Si	8.165	13.605	14.972	0	0.003	-0.002
Si	10.88	16.326	14.979	-0.006	0.003	0.005
Si	13.588	2.725	14.978	-0.001	-0.001	-0.002
Si	10.864	5.452	14.954	-0.001	0	0.005
Si	13.61	8.161	14.959	0.005	0.006	-0.003
Si	10.888	10.859	14.955	0	0	0.001
Si	13.608	13.59	14.934	0.002	0.001	-0.001
O	19.06	10.879	22.134	0.199	0.054	0.23
O	8.222	16.258	21.956	-0.018	-0.107	0.271
O	15.64	7.536	31.624	0.085	0.138	0.073
O	6.202	12.61	30.737	-0.156	0.635	-0.381
O	18.939	5.413	22.137	-0.168	0.008	0.169
O	11.708	19.715	33.288	-0.069	-0.141	-0.079
O	15.074	10.989	30.03	-0.185	-0.335	0.463
O	19.776	15.726	27.841	0.76	0.261	0.231
O	18.405	18.2	32.221	0.042	-0.161	-0.129
O	13.676	5.375	22.123	-0.168	-0.122	0.273
O	20.937	16.097	31.997	-0.161	-0.2	-0.288
O	16.375	13.587	22.311	0.115	0.072	0.285
O	16.235	9.929	32.519	0.168	0.219	-0.096
O	14.564	11.809	23.177	0.21	-0.134	0.381
O	12.14	9.798	27.447	0.429	-0.298	-0.263
O	13.527	16.317	22.083	0.085	0.064	0.336
O	14.323	11.643	33.275	0.05	-0.106	-0.326
O	21.615	4.69	32.298	0.22	0.401	-0.335
O	19.672	17.498	23.007	-0.329	0.423	0.204
O	18.101	8.061	32.317	0.253	-0.068	-0.514
O	8.763	17.239	33.273	-0.047	0.035	-0.278
O	19.016	16.15	25.285	-0.434	-0.252	0.194
O	7.462	15.499	28.532	-0.418	-0.569	0.12
O	11.585	14.824	22.978	0.003	0.105	0.225
O	11.625	8.84	33.264	-0.12	-0.111	-0.298
O	16.939	10.515	25.254	-0.247	0.527	-0.491
O	5.84	13.533	25.082	0.384	-0.044	0.491
O	21.209	10.842	32.294	-0.326	0.205	0.034
O	16.902	3.579	33.306	-0.156	-0.156	-0.273
O	18.622	12.687	32.199	0.374	-0.065	0.03
O	9.698	12.951	22.796	-0.339	0.059	0.234
O	12.872	4.269	25.746	-0.213	0.221	0.048
O	17.946	3.576	27.665	-0.381	-0.392	-0.006
O	11.295	5.373	29.566	0.395	-0.194	0.14
O	5.792	10.21	29.833	0.277	-0.37	0.277
O	9.023	6.329	30.245	-0.056	0.041	-0.284
O	20.233	13.217	27.741	0.479	0.136	0.181
O	17.201	9.225	22.993	-0.379	-0.374	-0.092
O	15.443	15.19	27.132	-0.575	-0.099	-0.019
O	12.057	12.382	23.692	0.053	0.103	0.043
O	7.227	19.2	32.47	0.032	-0.013	-0.187
O	10.066	5.598	27.223	0.249	-0.187	-0.28
O	15.658	3.251	24.947	-0.25	0.327	0.437
O	13.636	11.884	27.986	0.011	0.123	-0.061
O	19.758	18.137	26.806	0.712	-0.014	0.234
O	18.435	11.42	27.212	-0.041	-0.126	0.382
O	19.397	17.346	30.108	-0.205	-0.504	-0.385
O	10.883	7.762	28.567	-0.071	-0.037	0.392
O	17.136	3.692	22.849	-0.347	-0.481	0.051
O	15.331	17.926	22.968	0.498	0.46	-0.01
O	15.439	6.965	23.102	0.234	0.507	0.083
O	15.235	16.097	32.412	0.275	0.215	-0.446
O	10.304	5.14	32.131	-0.204	0.104	-0.089
O	7.207	10.764	27.637	0	0.562	0.288
O	10.195	15.595	32.053	0.265	-0.198	-0.267
O	20.074	12.009	25.37	-0.443	-0.167	-0.162
O	18.625	3.627	30.183	0.168	0.399	0.44
O	13.19	7.031	32.275	-0.16	-0.2	-0.266
O	7.08	15.893	24.99	0.171	-0.168	-0.157
O	8.104	5.346	25.462	-0.263	0.188	0.107
O	6.692	8.96	22.972	-0.267	-0.715	0.02
O	21.27	18.615	31.373	-0.149	0.196	0.203
O	14.444	6.36	25.467	-0.342	0.355	0.092
O	15.654	16.98	25.353	0.257	-0.343	-0.376
O	19	8.866	24.858	0.132	0.478	0.153
O	8.316	18.232	25.088	-0.237	0.468	-0.242
O	16.896	5.503	24.787	0.353	0.113	0.373
O	9.006	6.431	23.169	-0.18	0.076	0.367
O	15.02	5.153	32.47	0.046	-0.106	-0.232
O	9.529	9.582	27.292	-0.131	-0.382	-0.112
O	13.379	11.047	25.479	0.494	-0.04	0.198
O	6.655	7.254	30.02	-0.338	0.058	0.301
O	7.784	18.106	29.219	0.496	-0.271	0.081
O	13.282	17.826	32.426	0.008	0.153	-0.359
O	9.894	15.766	29.32	0.249	0.524	0
O	18.427	15.182	22.984	-0.093	-0.124	0.246
O	14.722	4.894	27.612	0.466	-0.061	-0.36
O	13.444	12.939	30.436	0.239	-0.108	0.254
O	9.988	17.792	23.047	0.577	-0.312	0.199
O	12.294	13.318	32.729	-0.623	0.188	0.027
O	7.978	4.092	27.839	-0.151	-0.309	-0.189
O	12.578	6.275	27.357	-0.033	0.256	-0.135
O	6.198	14.365	33.229	-0.001	-0.205	-0.334
O	10.866	8.165	22.342	0.081	0.106	0.423
O	10.071	10.558	32.204	-0.181	0.627	-0.002
O	5.372	2.761	22.286	-0.189	-0.186	0.476
O	14.264	5.888	30.084	-0.443	0.083	-0.167
O	20.927	10.7	27.491	-0.171	-0.442	0.134
O	11.016	13.742	30.491	-0.045	-0.63	-0.361
O	8.16	10.948	22.079	-0.019	0.088	0.326
O	12.704	9.915	23.155	0.307	-0.354	0.228
O	5.971	11.032	24.348	0.347	0.171	-0.201
O	6.801	14.355	22.862	0.308	-0.376	0.204
O	20.256	4.327	26.623	0.53	-0.311	-0.238
O	12.164	3.635	23.24	-0.365	-0.259	-0.021
O	14.384	17.133	30.169	-0.329	-0.186	-0.303
O	6.612	17.423	27.035	-0.402	0.43	-0.329
O	9.347	3.891	23.671	0.273	0.139	-0.498
O	5.877	8.511	27.872	-0.41	-0.057	-0.56
O	20.368	7.092	23.427	0.104	0.122	0.174
O	16.991	14.41	33.249	-0.104	0.154	-0.514
O	4.461	12.677	22.96	-0.092	0.413	0.173
O	16.117	12.617	26.509	-0.147	0.06	-0.632
O	14.83	3.34	29.688	-0.24	0.018	0.415
O	10.917	18.869	25.261	-0.127	-0.239	0.414
O	4.704	15.508	23.801	-0.046	-0.226	-0.095
O	8.944	11.801	25.979	-0.449	0.102	-0.228
O	9.057	16.38	26.748	0.544	0.245	-0.139
O	16.673	5.2	29.346	0.079	0.19	0.404
O	19.766	6.268	33.207	-0.085	-0.055	-0.142
O	16.848	18.006	30.017	0.14	-0.342	0.102
O	10.672	10.126	29.63	0.545	0.428	-0.096
O	6.674	3.958	30.159	-0.252	0.52	-0.3
O	19.98	6.844	26.141	-0.096	0.008	0.158
O	6.235	8.94	33.323	0.156	-0.115	-0.433
O	10.356	13.883	25.11	-0.058	0.634	0.041
O	19.087	5.756	28.49	-0.182	0.628	0.489
O	17.543	11.775	29.934	-0.073	0.343	0.049
O	15.222	17.782	27.858	-0.55	0.176	-0.392
O	12.921	15.401	31.328	-0.115	0.226	-0.236
O	8.61	8.908	30.721	-0.387	-0.045	-0.294
O	9.313	3.721	30.109	0.49	-0.348	0.203
O	7.944	12.44	32.667	0.21	-0.585	0.038
O	15.514	13.372	28.961	0.004	0.414	0.249
O	13.408	18.219	24.785	-0.299	-0.49	0.361
O	8.574	11.514	30.307	0.078	-0.047	-0.683
O	17.746	14.16	27.711	-0.019	0.197	-0.305
O	5.291	8.599	25.132	0.075	-0.209	0.633
O	11.375	12.236	26.835	-0.109	0.027	0.169
O	18.328	3.282	25.112	0.341	-0.183	-0.348
O	8.409	14.127	30.729	-0.327	0.37	-0.369
O	17.063	9.193	30.172	0.466	-0.441	-0.236
O	9.4	13.876	27.551	-0.158	-0.28	0.363
O	5.512	16.811	29.541	-0.24	-0.176	-0.273
O	16.507	7.995	25.227	0.022	-0.067	0.697
O	5.301	5.999	28.089	0.206	-0.61	0.346
O	17.505	16.888	27.24	-0.093	0.013	0.509
O	7.774	9.486	25.375	0.403	-0.388	-0.016
O	7.755	6.727	27.649	0.33	0.298	0.071
O	7.811	7.068	32.424	0.073	-0.54	0.026
O	19.001	14.059	29.942	-0.121	0.686	0.326
O	20.072	11.738	30.212	-0.219	-0.342	-0.629
O	6.963	4.713	23.144	-0.485	0.103	0.187
O	16.34	10.354	27.911	-0.43	-0.356	0.001

Results
total energy: -101656.954 eV
total energy less fixed offsets of O -438.35, Si -107.03 eV per atom: -3.754 eV
